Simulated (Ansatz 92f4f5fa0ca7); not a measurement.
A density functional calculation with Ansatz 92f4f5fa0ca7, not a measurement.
Periodic cell of 258 atoms, Si166O92, from a study of silicon, its oxide and their interface. The atomic structure is a simulated model.
Doubt: the cutoff is far below the 930 eV that the study's wrapper takes by default for these files, so forces and energies are approximate.
This geometry differs little from another in the collection (a relaxation step or a small displacement).

Settings: functional PBE; potential files Ansatz PAW; basis plane waves; wave-function cutoff 580 eV; density cutoff ratio 5; exchange-correlation grid ratio 1; k mesh 1 x 1 x 1, Gamma-centred; self-consistency stop 5e-08 eV per atom in the density residual; occupations fixed; spin none; net charge 0.

Cell vectors (angstrom)
a 10.938 0 0
b 0 10.938 0
c 0 0 38.1897

Atoms and the computed forces on them: element, x, y, z (angstrom), force x, y, z (eV/angstrom)
Si 0 0 0.683 -0.0123 -0.015 -0.0092
Si 5.469 0 0.683 -0.041 -0.02 0.006
Si 2.7345 2.7345 0.683 -0.0313 -0.0552 -0.0024
Si 8.2035 2.7345 0.683 -0.0231 -0.0214 -0.0095
Si 0 5.469 0.683 -0.0358 -0.0244 0.0037
Si 5.469 5.469 0.683 -0.0108 -0.022 -0.0172
Si 2.7345 8.2035 0.683 0.0047 -0.0399 -0.0048
Si 8.2035 8.2035 0.683 -0.0204 -0.0473 -0.0024
Si 1.3673 1.3673 2.0503 0.1255 0.0077 -0.1522
Si 6.8362 1.3673 2.0503 0.0718 0.099 0.0751
Si 4.1018 4.1018 2.0503 0.0811 0.068 0.0121
Si 9.5708 4.1018 2.0503 0.0108 0.041 -0.0103
Si 1.3673 6.8362 2.0503 0.043 0.0692 0.0821
Si 6.8362 6.8362 2.0503 -0.029 0.0271 -0.183
Si 4.1018 9.5708 2.0503 0.0344 0.0454 -0.012
Si 9.5708 9.5708 2.0503 0.1267 -0.0134 -0.0564
Si 2.7345 0 36.1382 -0.0261 -0.0736 -0.0736
Si 8.2035 0 36.1382 -0.0442 -0.0262 0.0562
Si 0 2.7345 36.1382 -0.0831 0.0263 -0.0118
Si 5.469 2.7345 36.1382 -0.0242 -0.0411 -0.0221
Si 2.7345 5.469 36.1382 -0.1231 -0.0317 0.1194
Si 8.2035 5.469 36.1382 -0.0554 -0.0561 -0.0817
Si 0 8.2035 36.1382 -0.0307 -0.0378 -0.041
Si 5.469 8.2035 36.1382 -0.0783 0.006 0.0157
Si 4.1018 1.3673 37.5055 0.044 0.0549 -0.0065
Si 9.5708 1.3673 37.5055 0.0006 0.0214 -0.0032
Si 1.3673 4.1018 37.5055 0.0281 0.0383 0.0129
Si 6.8362 4.1018 37.5055 0.0206 0.0228 0.0005
Si 4.1018 6.8362 37.5055 0.0034 0.0099 -0.0059
Si 9.5708 6.8362 37.5055 0.0173 0.0331 -0.0068
Si 1.3673 9.5708 37.5055 0.0303 0.0195 0.0045
Si 6.8362 9.5708 37.5055 0.0119 0.0501 0.0055
Si 0.2994 -0.2637 27.8882 0.0928 -0.0672 0.0529
Si 5.1952 0.2583 28.0385 -0.0726 0.1149 -0.0364
Si 2.8499 2.358 28.047 0.0826 -0.1253 -0.0516
Si 7.9559 2.904 27.9779 -0.0886 0.0944 0.0657
Si -0.4358 5.7185 28.086 -0.1182 0.0886 -0.0995
Si 5.6571 5.1362 28.0079 0.1914 -0.1047 0.0046
Si 2.5147 8.3693 28.0489 -0.0994 0.1599 -0.0129
Si 8.261 7.9444 27.8579 0.0399 -0.0361 -0.0525
Si 1.3188 1.2548 29.3929 0.0398 -0.0796 0.0355
Si 6.776 1.3828 29.3471 -0.0405 0.0463 -0.004
Si 4.0123 4.0303 29.2721 0.0281 -0.0278 0.0233
Si 9.4678 4.0781 29.3759 -0.0671 -0.0168 0.0347
Si 1.2778 6.8114 29.2927 0.028 0.0154 0.0137
Si 6.7603 6.7935 29.282 0.0503 -0.0424 0.0299
Si 4.0707 9.5671 29.3378 -0.029 -0.0177 0.0753
Si 9.486 9.5767 29.1109 0.0232 -0.0314 -0.0284
Si 2.7051 -0.0575 30.7757 0.0131 0.0193 -0.1277
Si 8.1765 -0.0337 30.5957 -0.0122 0.0119 0.0156
Si -0.0357 2.7106 30.6642 -0.007 0.0225 0.0287
Si 5.4065 2.7433 30.7286 0.0004 -0.0167 -0.1188
Si 2.6668 5.4306 30.6243 -0.0144 0.0139 0.0308
Si 8.1046 5.4482 30.7358 0.0217 0.0265 -0.1205
Si -0.086 8.2384 30.6161 -0.0082 -0.039 -0.0194
Si 5.4382 8.1787 30.6561 -0.0123 0.0313 -0.0188
Si 4.075 1.3454 32.0845 -0.0085 0.0118 0.0103
Si 9.5223 1.3397 32.0058 0.0217 -0.0074 0.0016
Si 1.3401 4.0721 32.0331 -0.0173 0.0105 -0.0063
Si 6.7585 4.1035 32.0973 0.0159 -0.0484 0.0264
Si 4.0457 6.8105 32.0018 0.0124 -0.0062 0.0061
Si 9.5326 6.8353 32.018 -0.0094 0.028 0.0007
Si 1.2947 9.5289 32.0603 0.0029 -0.0118 0.0321
Si 6.8266 9.5456 32.0069 0.0108 -0.0094 0.0138
Si -0.0381 -0.0028 33.4018 -0.0247 0.0101 0.0163
Si 5.4661 -0.0273 33.4017 0.0235 0.0077 0.0039
Si 2.7089 2.7257 33.4208 0.0045 -0.0064 0.0083
Si 8.1719 2.7172 33.3953 -0.0109 0.0016 0.0109
Si -0.026 5.4638 33.3822 0.0149 -0.0115 0.0054
Si 5.41 5.4797 33.424 -0.0161 0.0365 0.0161
Si 2.6925 8.1713 33.396 0.0093 0.0091 0.0089
Si 8.1829 8.1934 33.3987 0.0148 0.0147 0.0158
Si 1.3451 1.3542 34.773 0.0069 -0.0051 0.0044
Si 6.8248 1.3491 34.7717 -0.0099 0.0021 0.0081
Si 4.0769 4.0936 34.7833 0.0135 -0.025 0.0072
Si 9.5556 4.0884 34.7567 -0.0012 0.0042 0.0083
Si 1.3488 6.8101 34.7712 -0.0248 0.0052 0.01
Si 6.818 6.8312 34.7706 0.0062 -0.0044 0.0029
Si 4.0841 9.5485 34.7576 -0.0159 -0.0063 0.0072
Si 9.5517 9.5611 34.771 0.0022 -0.0149 -0.0018
Si 2.7388 0.0088 3.4149 0.0066 -0.0146 -0.0077
Si 8.2396 0.0181 3.4101 0.0009 0.0265 -0.005
Si 0.0372 2.7544 3.4002 -0.0001 0.0131 -0.0041
Si 5.4811 2.7529 3.4277 0.0065 -0.0112 -0.0093
Si 2.7639 5.4939 3.4234 0.0077 0.0198 -0.0052
Si 8.2046 5.4886 3.4035 0.013 -0.0147 -0.0081
Si 0.0182 8.2243 3.4309 0.0072 -0.0074 -0.0071
Si 5.4991 8.2232 3.4079 -0.0044 0.0135 -0.0017
Si 4.118 1.3608 4.7745 0.0037 -0.0151 -0.0024
Si 9.6495 1.3703 4.7588 0.0182 -0.0131 -0.0077
Si 1.4073 4.109 4.7726 0.0207 -0.0127 0.0053
Si 6.8514 4.1446 4.7871 -0.0247 -0.0094 0.0075
Si 4.1274 6.8936 4.7883 -0.025 0.0021 -0.0045
Si 9.5694 6.8492 4.7647 -0.013 0.0122 0.001
Si 1.3897 9.6006 4.8154 -0.0256 0.0317 -0.0053
Si 6.8924 9.575 4.7625 0.0154 -0.0353 -0.0007
Si 0.0603 0.0487 6.2176 0.0027 -0.0059 0.0033
Si 5.5175 -0.0156 6.0967 -0.032 0.0484 -0.0192
Si 2.7593 2.7217 6.1516 -0.0224 -0.0007 -0.0067
Si 8.2921 2.7598 6.0538 -0.0008 0.0141 -0.0625
Si 0.0097 5.4798 6.0851 -0.0312 -0.0154 -0.0351
Si 5.4929 5.5499 6.1632 0.0259 0.0036 -0.0002
Si 2.781 8.2687 6.1796 0.0625 -0.0133 0.0182
Si 8.2608 8.2427 6.1691 0.026 0.0015 -0.0049
Si 1.4539 1.3924 7.637 0.0214 -0.0327 0.0235
Si 6.9436 1.3729 7.3371 -0.0309 -0.0251 0.0991
Si 4.1056 4.1398 7.4536 0.0184 -0.0378 -0.0179
Si 9.6506 4.0713 7.4596 0.0087 0.0077 0.1402
Si 1.33 6.8769 7.4223 0.0177 0.0211 0.0916
Si 6.8776 6.9241 7.5514 -0.0157 -0.0311 0.0215
Si 4.2007 9.635 7.5714 -0.0707 -0.0415 0.077
Si 9.6326 9.6046 7.5734 -0.0064 -0.0086 -0.0006
Si 2.9514 0.1478 9.0343 0.0377 0.0278 -0.1699
Si 8.1992 0.0489 8.8489 -0.0137 0.018 -0.0054
Si 0.0455 2.7491 8.9857 0.0004 0.0343 0.0023
Si 5.6754 2.8426 8.6273 -0.0145 -0.0541 -0.1974
Si 2.6082 5.4249 8.7465 -0.0151 0.0628 -0.0296
Si 8.3227 5.5209 8.7664 0.053 0.0304 -0.101
Si 0.1329 8.2888 8.9329 0.0039 0.0074 -0.0984
Si 5.5288 8.2473 9.0177 -0.0394 -0.0377 -0.0227
Si 4.6221 1.5408 10.1939 -0.0717 -0.0864 0.4056
Si 9.3209 1.606 10.2168 -0.0656 -0.0122 -0.0805
Si 1.1012 4.4123 10.3296 -0.0825 0.03 -0.0108
Si 7.1762 3.9541 10.043 0.0426 -0.0658 0.2053
Si 3.8642 6.8617 10.0265 -0.0317 0.1044 -0.0299
Si 9.8341 6.6686 10.1119 0.0675 -0.09 0.072
Si 1.8858 9.3206 10.2016 0.1175 -0.1351 0.0814
Si 6.6219 9.988 10.293 -0.0806 0.1629 0.011
O -4.0858 -8.0009 15.6598 0.016 0.0261 0.0091
O -4.9061 10.671 26.7218 0.0167 -0.0555 0.0321
O 9.87 -14.7775 17.3404 -0.0033 -0.0028 0.0014
O 5.1413 11.2541 22.9646 -0.0031 0.0123 0.0148
O 2.7719 15.5969 22.2139 -0.0034 0.0058 -0.0014
O -10.5641 7.5852 14.5077 0.0071 0.0035 -0.0256
O -5.4022 1.0085 14.2176 0.0076 0.0013 -0.0259
O -0.4673 -7.8181 13.1055 -0.003 0.0024 -0.0499
O 6.4566 -6.3119 17.635 0.0011 0.0102 0.004
O 3.6796 -6.2403 15.8042 -0.0106 -0.0057 -0.0288
O 6.4296 4.3994 11.4529 0.0199 0.0059 -0.1014
O 12.498 1.3992 12.6928 -0.0088 -0.0315 -0.0486
O -3.2534 0.3841 15.5248 0.0044 0.0038 -0.0147
O 4.1108 3.9605 24.5244 0.0008 -0.007 0.0389
O 4.018 12.2439 27.4905 -0.0136 0.0289 0.0474
O -28.8118 -0.4326 15.8548 -0.0023 -0.0033 0.0168
O 5.3224 3.8368 22.2583 0.0164 0.0002 0.0007
O -0.7595 7.9057 19.9624 -0.0083 0.001 -0.0031
O 7.0841 20.9996 24.3269 0.0021 -0.0162 0.0392
O 9.7411 0.6046 17.1846 0.0021 0.0134 0.0148
O 8.4997 16.5268 18.9684 -0.0014 0.0094 0.0101
O 0.2916 -1.0082 23.982 0.017 -0.023 0.0183
O -22.8189 1.0209 14.4974 -0.0026 -0.0103 -0.0277
O -14.504 35.6282 20.9267 -0.0104 0.0145 -0.007
Si -15.0034 5.6792 18.8335 -0.012 -0.0121 0.0055
Si 12.3362 4.218 26.1078 -0.0002 -0.0071 -0.0944
Si -3.973 -9.3222 14.6984 -0.0124 -0.0293 0.0375
Si -0.2385 -12.8104 14.251 0.0061 -0.0184 0.0704
Si 1.8828 10.7674 12.9471 0.0247 0.0213 0.103
Si 10.8076 0.3448 24.7717 -0.0094 -0.0016 -0.0817
Si 12.6996 -2.3628 18.0126 0.024 -0.0228 -0.0215
Si 12.5202 20.3453 23.1218 0.0263 0.0185 0.0059
Si -33.8949 8.3634 18.403 -0.0051 0.0095 -0.0204
Si -20.9717 14.5345 18.5266 0.0209 -0.0081 -0.0067
Si -9.552 37.339 21.3553 -0.0064 -0.0258 0.0257
Si -28.6458 5.6336 14.5355 0.0095 0.0072 0.0674
Si 12.1114 -18.9345 13.0397 0.0105 0.0097 0.0812
Si -17.0054 1.3063 19.5629 -0.0127 -0.0165 0.0165
Si 21.9185 3.0972 23.662 -0.0104 -0.0195 -0.0626
Si 30.3619 12.9926 24.9032 0.008 -0.007 -0.0545
Si 9.5636 -5.3887 17.7169 0.013 -0.0154 -0.0169
Si 31.348 -20.0558 13.1601 0.0159 0.0122 0.0967
Si 20.3788 -9.3093 18.4073 -0.0045 -0.0181 -0.0037
Si -13.4888 19.2855 12.3683 -0.0169 0.0052 0.0524
Si 15.2023 -0.5735 17.4481 -0.0045 0.0025 -0.0273
Si -4.2252 0.4135 23.4052 -0.012 0.014 -0.0436
Si -7.2653 -2.9262 25.1045 0.0449 0.0609 -0.1207
Si 6.4431 -1.4713 25.6953 -0.0014 -0.0144 -0.0311
Si 4.6592 -0.3767 14.3695 -0.002 0.0132 0.0441
Si -17.8595 16.2364 25.4341 0.0046 0.0048 -0.0949
Si 9.2976 43.9062 15.7007 -0.009 -0.0051 0.0193
Si 12.5452 6.8905 15.3025 0.0101 -0.0112 0.0413
Si -7.2286 0.6947 22.2686 -0.0012 -0.0218 0.0171
Si 2.1344 -6.8111 15.8289 0.0288 0.0164 0.0241
Si -6.1077 15.2505 11.7939 -0.0277 -0.0517 0.087
Si 11.654 -14.3463 20.6116 0.0213 0.0019 0.0266
Si -4.9445 3.6996 20.7937 -0.0075 -0.0261 0.0228
Si 7.5849 3.7019 16.8931 -0.0036 -0.0237 -0.0071
Si -4.5539 18.838 14.6641 -0.0231 -0.0246 0.041
Si 7.6098 12.1396 20.6626 -0.009 -0.0255 0.0287
Si 6.8835 8.5153 17.6801 -0.0052 -0.0067 -0.0404
Si -7.0805 -29.1405 22.9377 -0.016 -0.0167 -0.0179
O 4.2395 5.7125 11.1559 -0.0061 0.0037 -0.0169
O 1.0635 8.5118 21.8701 -0.0068 -0.0163 -0.0073
O 5.2189 5.5721 26.484 -0.0213 -0.0125 0.0522
O 9.6592 11.9515 11.7365 0.0035 -0.0027 0.0109
O 23.7968 2.8126 26.7508 -0.0075 0.0211 0.0609
O -10.205 16.9413 21.17 -0.0075 0.0172 -0.0044
O -10.9442 5.5841 10.7199 -0.0375 0.0359 -0.0416
O -3.0607 -8.8498 13.4189 0.0133 -0.0045 -0.0221
O 2.5092 8.6216 24.1845 0.0348 0.007 0.0467
O -14.3225 -3.3098 13.5661 -0.006 0.0012 -0.0208
O 4.9742 2.9214 19.7662 0.0058 0.0037 -0.0099
O 3.8348 0.678 20.646 0.0038 0.002 -0.0126
O 8.3457 -1.9126 18.2842 0.0111 -0.0149 0.0129
O 1.3982 -0.9825 11.6265 0.0008 0.0023 -0.0653
O -5.8619 -2.1414 25.1536 -0.0562 -0.0523 0.0675
O 0.9851 25.9598 24.5491 0.0074 0.0101 0.0445
O -6.4245 4.5339 13.374 -0.0021 -0.007 -0.0319
O 2.9621 -12.2158 18.1178 -0.0077 -0.0049 0.0073
O 14.2156 13.1035 22.7985 0.0092 0.0176 0.0153
O 6.8349 4.0498 27.6549 -0.0476 0.0341 0.0167
O -2.0836 4.6942 16.4904 -0.0005 0.0014 0.0061
O 18.4427 -2.4656 26.4655 -0.0499 0.0282 0.0319
O 2.0408 -25.0904 16.6412 -0.0059 0.0121 0.0165
O -16.2108 -1.3491 17.7916 0.0094 -0.009 0.0072
O 3.4755 -11.2718 13.2555 -0.013 -0.0012 -0.037
O 4.3742 0.9337 18.0669 0.0036 0.0047 -0.0063
O 7.4138 31.3185 11.6372 0.0335 -0.0285 -0.029
O 16.5294 11.2286 10.7907 0.0892 -0.0216 -0.1034
O 11.0208 4.8354 26.807 0.0267 -0.0017 0.1065
O -2.0709 7.1994 11.3298 -0.0096 0.0149 -0.0209
O 9.2103 33.4171 24.6898 -0.0094 0.006 0.052
O 13.4385 10.6242 22.5876 0.0055 -0.0095 0.0085
O 5.4761 -4.3861 14.8172 0.0164 0.0247 -0.0298
O -9.0643 3.3329 17.2286 -0.0172 -0.0045 0.0162
O -6.9573 6.5626 24.4266 -0.0096 0.0187 0.0675
O 0.2512 -1.6874 17.9773 -0.0184 -0.0083 0.0133
O -6.6346 13.7149 11.3381 0.0544 0.1023 -0.1393
O 0.1609 11.3008 26.3773 -0.0014 0.008 -0.0128
O -23.0607 9.545 15.501 0.0111 0.0041 -0.0192
O 11.2241 -7.3721 22.1204 0.006 0.008 0.0034
O 3.1804 40.6743 26.6481 0.002 -0.0096 0.0054
O 1.1044 5.4008 15.742 -0.0097 0.0067 -0.0086
O 2.6297 5.2515 26.2956 0.0129 -0.0046 0.043
O 6.3905 -14.6836 18.5059 0.0022 -0.005 0.0092
O -25.7261 -13.7184 16.105 -0.0051 0.0064 0.0167
O -20.0123 25.1131 14.4864 -0.0114 -0.004 -0.0269
O 7.0002 12.7523 24.25 -0.0032 -0.0135 0.0303
O -37.4098 0.64 19.8062 0.0086 0.0092 -0.0026
O -5.4077 9.1995 14.1587 0.0121 -0.0063 -0.0282
O 12.3141 -12.4082 27.6112 0.0029 -0.0663 0.0431
O 1.0276 -0.8432 14.1572 0.0065 0.0112 -0.0412
O 9.7366 9.0712 12.9357 -0.0101 0.002 -0.046
O -9.2504 14.8429 11.8077 -0.0003 -0.0163 -0.0192
O 8.2689 2.8327 10.5425 0.0001 0.0268 -0.0402
O 12.7534 18.6075 19.3873 -0.0043 0.006 -0.0052
O 2.8797 8.0544 10.6442 -0.0195 0.026 -0.0148
O -1.5097 6.8257 27.4482 -0.0082 0.0162 0.059
O 8.4685 13.3353 26.4979 0.0024 -0.0087 -0.0079
O 10.8596 -8.6086 18.7323 -0.0049 0.0003 0.0043
O 1.7421 3.8516 19.8995 0.0005 -0.0013 -0.0215
O 17.1745 5.2071 20.2462 0.0076 0.019 -0.0101
O -10.9395 26.79 18.2654 -0.019 0.0063 -0.0017
O -2.7185 2.6144 17.9429 0.0042 0.0063 -0.0053
O 2.9035 -4.2571 14.2922 -0.011 -0.0069 -0.0254
O -1.9704 -10.0138 19.8043 0.0021 0.0069 -0.0115
O -3.2574 22.2797 22.0812 -0.0034 0.0136 -0.011
O 11.5172 23.4599 23.9756 0.0006 0.0258 0.0414
O 20.3258 14.1095 24.0865 0.0057 0.0092 0.0384

Results
free energy: -157851.900 eV
free energy less fixed offsets of O -568.88, Si -635.61 eV per atom: -3.680 eV

The program warned: the cutoff lies below the one the program advises for these potential files; the exchange-correlation potential is rough where the density is thin.
